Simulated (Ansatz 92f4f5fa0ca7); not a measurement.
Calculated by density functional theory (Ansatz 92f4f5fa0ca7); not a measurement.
Periodic cell of 256 atoms, Si144O112, from a study of silicon, its oxide and their interface. The atomic structure is a simulated model.
Doubt: the cutoff is far below the 930 eV that the study's wrapper takes by default for these files, so forces and energies are approximate.

Settings: functional PBE; potential files Ansatz PAW; basis plane waves; wave-function cutoff 580 eV; density cutoff ratio 5; exchange-correlation grid ratio 1; k mesh 1 x 1 x 1, Gamma-centred; self-consistency stop 5e-08 eV per atom in the density residual; occupations fixed; spin none; net charge 0.

Cell vectors (angstrom)
a 10.938 0 0
b 0 10.938 0
c -2.638 -4.898 36.5115

Atoms and the computed forces on them: element, x, y, z (angstrom), force x, y, z (eV/angstrom)
Si -1.4186 -5.6305 28.6022 -0.1588 0.073 -0.268
Si 1.4441 -3.5612 29.0401 0.1127 0.0273 -0.0219
Si -1.9275 -0.4506 28.8065 -0.0562 0.2048 0.3875
Si 2.0682 -9.6967 28.9372 -0.4655 0.3673 -0.2049
Si -6.2002 -6.755 28.9002 0.2305 -0.188 -0.1577
Si -3.8168 -3.546 29.0134 -0.03 -0.1296 -0.1443
Si 3.7036 -0.4739 29.2272 0.2957 -0.6099 0.0525
Si -4.1231 -9.1185 29.2565 -0.2271 -0.2351 -0.1212
Si 0.0994 -4.9683 30.3176 0.0502 0.106 -0.0484
Si 2.7431 -2.1849 30.4666 -0.0443 -0.0432 -0.0863
Si 0.0582 -10.4126 30.0922 -0.1629 -0.0574 -0.1413
Si 2.8992 -7.7813 30.1505 0.0917 0.1042 -0.0095
Si -5.3018 -4.9749 30.2742 -0.0321 0.0433 -0.0698
Si -2.6631 -2.0807 30.4152 0.0266 0.0599 -0.1634
Si 5.4215 0.4654 30.5085 0.0629 0.0763 -0.1013
Si -2.6912 -7.7485 30.4279 0.0498 0.0317 0.0677
Si -1.2368 -3.5275 31.6889 -0.0053 0.0866 0.1449
Si 1.3509 -0.7846 31.7149 0.0283 0.1228 -0.051
Si -1.1822 -9.041 31.6727 -0.0342 -0.0411 0.0034
Si 1.4986 -6.3688 31.619 0.0857 -0.0065 0.0613
Si 4.2135 -3.5747 31.69 0.1109 -0.0627 -0.0674
Si 6.9055 -0.8045 31.7894 -0.0709 -0.0621 0.0629
Si 4.1659 1.9723 31.7617 0.0002 -0.0957 0.0625
Si -3.9763 -6.2577 31.7472 0.0419 -0.0102 -0.0605
Si -2.638 -4.898 33.0933 0.2525 0.3096 -0.0203
Si 0.0965 -2.1635 33.0933 -0.2692 -0.116 0.235
Si -2.638 -10.367 33.0933 0.2511 0.1524 -0.1678
Si 0.0965 -7.6325 33.0933 0.3511 -0.2613 -0.2543
Si 2.831 -4.898 33.0933 -0.0877 -0.3967 -0.5849
Si 5.5655 -2.1635 33.0933 -0.1767 -0.4647 0.2005
Si 2.831 0.571 33.0933 -0.5341 0.0573 -0.0959
Si 5.5655 -7.6325 33.0933 0.0389 0.141 0.1258
Si 1.3673 -1.3673 3.418 -0.1374 -0.0083 0.4979
Si 4.1018 1.3673 3.418 0.1868 0.1592 0.2443
Si 1.3673 4.1018 3.418 -0.107 0.1028 -0.1724
Si 4.1018 -4.1018 3.418 0.317 0.0951 -0.3498
Si 6.8362 -1.3673 3.418 -0.0016 0.0246 -0.2141
Si -1.3673 1.3673 3.418 0.2508 0.1315 -0.1828
Si 6.8362 4.1018 3.418 0.1927 0.3269 0.5646
Si -1.3673 -4.1018 3.418 -0.4732 -0.1607 -0.0278
Si 2.7647 0.0063 4.8136 -0.0764 -0.0886 -0.0487
Si 5.4915 2.7576 4.8297 -0.0596 -0.115 -0.0488
Si 2.762 5.4825 4.7376 0.0367 0.0852 -0.1026
Si 5.5038 -2.7577 4.7755 -0.0543 0.0777 -0.0784
Si -2.7285 0.0162 4.7446 -0.1007 -0.0831 -0.0134
Si 0.0006 2.7574 4.7842 0.0204 -0.0395 -0.0133
Si 8.2068 5.5151 4.9022 0.0168 -0.113 0.0173
Si -0.1107 -2.721 4.7879 0.0394 0.0284 -0.2031
Si 1.4389 1.4399 6.1384 -0.0475 0.0705 0.1547
Si 4.1573 4.2211 6.1393 0.0794 0.0138 0.0263
Si 1.2496 -4.1808 5.9941 -0.1252 0.111 -0.106
Si 4.2425 -1.3096 6.1248 0.1207 -0.0108 0.0519
Si -4.0316 1.3719 6.1581 0.0226 -0.0072 0.0388
Si -1.3482 4.0602 6.2609 -0.0325 0.0568 0.1526
Si 6.8863 -3.9241 6.3105 -0.0623 -0.0779 0.0285
Si -1.4738 -1.3362 6.2102 0.0305 0.0793 0.0643
Si -0.1788 0.2549 7.3735 0.1168 0.047 0.353
Si 2.682 3.0222 7.4909 -0.1361 0.0675 0.2274
Si 0.3993 -5.7766 7.4382 -0.1642 -0.3078 0.1107
Si 3.1797 -2.6462 7.7255 0.0281 -0.0353 0.1513
Si 5.9309 -0.3326 7.4245 -0.604 0.5035 -0.1373
Si -2.447 2.3969 7.5838 0.0768 -0.0582 0.2729
Si 5.2115 5.8691 7.5042 -0.044 -0.0074 0.3047
Si -3.2956 -2.0142 7.6419 0.6042 -0.3109 0.2399
Si -1.2708 -6.2653 34.4605 0.0134 0.1021 -0.0739
Si 1.4637 -3.5308 34.4605 -0.0662 0.0129 -0.0773
Si -1.2708 -11.7343 34.4605 -0.1 -0.1192 0.0426
Si 1.4637 -8.9998 34.4605 -0.027 -0.0078 0.0513
Si 4.1982 -6.2653 34.4605 0.0087 -0.0013 0.0319
Si 6.9327 -3.5308 34.4605 -0.0166 -0.0019 0.0143
Si 4.1982 -0.7963 34.4605 -0.1077 -0.1284 -0.0606
Si 6.9327 1.9382 34.4605 0.0693 0.0731 -0.0365
Si 0.0965 -4.898 35.8278 0.0262 -0.029 -0.0232
Si 2.831 -2.1635 35.8278 0.0363 0.0027 -0.0153
Si 0.0965 -10.367 35.8278 0.0239 0.0445 -0.0177
Si 2.831 -7.6325 35.8278 -0.0297 -0.092 0.0001
Si 5.5655 -4.898 35.8278 0.0534 0.0255 -0.0022
Si -2.638 -2.1635 35.8278 -0.019 0.0364 -0.003
Si 5.5655 0.571 35.8278 0.0188 0.0096 -0.033
Si -2.638 -7.6325 35.8278 -0.0008 0.0024 -0.0247
Si 1.3673 1.3673 0.6835 -0.0201 -0.0059 0.0048
Si 4.1018 4.1018 0.6835 -0.0235 -0.0251 0.0049
Si 1.3673 -4.1018 0.6835 -0.0216 -0.0231 0.0163
Si 4.1018 -1.3673 0.6835 -0.0231 0.0659 0.017
Si 6.8362 1.3673 0.6835 -0.0383 0.0065 0.0267
Si -1.3673 4.1018 0.6835 0.0036 -0.0348 0.0102
Si 6.8362 -4.1018 0.6835 0.0114 0.0466 -0.0087
Si 9.5708 -1.3673 0.6835 0.0054 -0.0393 0.0249
Si 0 0 2.0507 0.0513 0.0902 0.0113
Si 2.7345 2.7345 2.0507 0.0048 -0.0002 0.0307
Si 0 -5.469 2.0507 0.0327 0.0158 0.0314
Si 2.7345 -2.7345 2.0507 0.0219 -0.0284 0.0251
Si 5.469 0 2.0507 0.0242 -0.0105 0.0224
Si 8.2035 2.7345 2.0507 0.1161 0.0712 0.0422
Si 5.469 5.469 2.0507 -0.0138 0.0501 -0.027
Si 8.2035 -2.7345 2.0507 -0.0592 -0.1082 -0.0309
Si -0.0438 1.0017 20.5775 0.0796 -0.1128 0.1618
Si 4.1271 1.2296 9.6126 0.0018 0.0228 -0.0252
Si 2.0142 4.5627 17.3923 0.0359 0.0127 -0.185
Si 3.6076 -1.8992 23.4107 0.0113 0.1146 0.0951
Si 7.2555 1.51 17.4897 0.106 0.0097 -0.185
Si 0.758 -1.401 19.3291 0.0262 0.0149 0.1008
Si 3.538 -4.7255 26.8072 -0.2352 -0.1016 0.0743
Si 4.9547 -1.7693 13.7169 0.0416 0.0011 -0.2412
Si 0.9757 5.3334 12.718 0.016 0.0945 0.0006
Si 5.6684 0.9546 12.2713 0.1576 -0.1731 0.1342
Si -0.8596 -5.1691 25.6397 0.0094 -0.0679 -0.1694
Si -2.2086 1.3447 12.2903 0.0079 -0.0703 -0.0651
Si 0.9113 0.2923 14.9203 -0.0573 0.0139 -0.3194
Si 1.8149 -0.8076 9.6631 -0.1468 -0.0442 -0.0237
Si 5.4159 -4.1591 22.3765 -0.0629 -0.0825 0.2504
Si -3.0703 -5.8307 23.4885 -0.0349 -0.047 0.1027
Si 1.9238 -6.3609 24.6689 -0.1042 -0.147 -0.0819
Si 6.0029 5.6506 10.5112 -0.0213 0.0727 0.1073
Si -3.0362 -8.9287 20.5115 -0.0401 0.1443 0.2127
Si 1.3627 -2.2658 16.4694 -0.0939 0.0222 -0.273
Si 5.5301 5.3204 15.1707 -0.0291 0.0275 -0.2615
Si 7.5892 4.5739 16.9741 -0.0064 0.0602 -0.1313
Si 0.9669 -1.4224 22.0368 0.0876 -0.1034 0.3418
Si -2.103 0.5164 15.0379 -0.0412 -0.038 -0.3298
Si 8.2194 -2.9553 10.6694 -0.1164 -0.1843 0.1995
Si -0.8389 -5.4899 18.2143 -0.0741 -0.081 0.0454
Si 3.7169 -6.8388 22.1676 -0.0133 0.0659 0.2761
Si -0.6181 -5.0672 10.1749 -0.0911 -0.1183 0.2198
Si -3.1296 -4.0783 18.8618 -0.0548 -0.0516 0.0401
Si 7.8486 -2.1136 13.6123 0.0536 0.0019 -0.0072
Si 2.475 -8.3586 19.7201 0.0285 0.1024 0.1794
Si 4.441 2.5407 14.5683 0.0614 -0.0302 -0.2624
Si -0.4776 -3.2193 14.1285 -0.0506 0.0386 -0.243
Si 3.8805 -4.0356 17.2686 0.0023 -0.043 -0.0997
Si -4.7341 -8.5407 23.0789 -0.0744 0.1307 0.2646
Si 4.0257 -4.4893 12.7103 -0.042 0.0318 -0.0122
Si 0.2646 -0.6706 12.3239 -0.1512 0.1189 0.0362
Si 5.2146 -2.0884 26.9158 -0.013 0.2524 0.1269
Si 4.6707 0.0551 16.3084 0.0163 -0.0271 -0.321
Si 5.5081 -2.529 19.5921 -0.0314 -0.1117 0.1469
Si 1.2485 -1.074 24.8023 0.0892 -0.0161 0.0337
Si 1.6868 3.2079 14.5787 -0.0217 0.0078 -0.2772
Si 2.336 -9.392 25.7431 0.1036 0.0386 -0.3176
Si -2.1785 -6.0143 20.7219 -0.0435 -0.0633 0.2327
Si 8.0943 3.634 10.3798 0.1869 0.0469 0.1954
Si 5.0612 0.2058 24.8104 -0.1838 -0.0052 -0.197
Si 3.6715 -0.2423 19.159 -0.06 -0.0517 -0.0046
Si -0.5216 -2.3117 26.9359 0.097 0.0298 0.0064
O 5.7848 5.2885 8.9391 -0.06 0.041 -0.3249
O -2.0988 -3.1919 14.3323 0.0257 0.0152 0.0285
O 5.1379 5.7031 13.6454 0.0751 -0.0371 0.1077
O -2.2599 -5.5069 24.8629 -0.0137 0.0278 0.0469
O -2.6487 -4.5398 28.3552 0.107 -0.052 0.1863
O 0.6725 -0.5155 8.5506 -0.1467 0.041 -0.0031
O 2.5664 -1.8085 22.1541 -0.1045 0.0276 -0.1061
O 3.8935 -2.8862 13.1289 0.0194 -0.0216 0.0247
O -3.0959 -10.2183 28.4417 0.1664 0.0643 0.1632
O -2.4362 1.0966 16.5106 -0.0839 0.0186 0.2178
O 4.0304 1.3604 15.5999 -0.0378 -0.0412 0.169
O 4.1811 -1.2352 27.8349 -0.0646 0.2095 -0.0542
O 0.1663 -2.7707 28.339 0.1536 -0.0838 -0.0077
O 1.4801 4.0372 8.0645 0.0635 0.0981 -0.3299
O -1.2648 1.3171 8.094 0.0097 -0.0579 -0.5184
O 5.5757 1.9991 13.5314 -0.0239 0.0666 0.0777
O 4.5037 -0.5314 23.4466 -0.0046 -0.0055 0.0011
O -2.0226 2.7109 11.4431 -0.0897 0.0556 -0.0982
O 3.9048 1.0763 25.5949 0.0464 0.0052 0.083
O -0.8546 -3.5447 25.9176 -0.0307 0.09 0.0642
O 6.955 3.0972 17.2568 -0.0377 -0.0296 0.0625
O -0.1444 -0.0288 19.2959 -0.0326 -0.0098 -0.097
O -1.9131 -5.9829 22.3262 0.0197 -0.0086 -0.1707
O 3.2718 -5.4428 17.7909 -0.0082 -0.0132 0.0587
O 0.6254 -2.1696 17.9237 -0.0645 -0.0316 0.1015
O 7.2467 0.7653 11.9021 -0.0691 0.0094 -0.0257
O 6.092 0.5045 16.9641 0.01 0.0138 0.1044
O -0.1567 -2.0222 13.0954 0.0137 0.0562 -0.0106
O 2.8203 -2.0019 9.1908 0.0203 -0.0161 -0.0152
O 0.3541 -1.6682 23.5491 0.0467 0.0138 -0.1916
O 0.6294 0.1635 21.814 -0.0538 0.1193 -0.1914
O 5.1606 0.2867 8.7747 0.2208 -0.1658 -0.0036
O 12.675 -3.0072 7.0658 0.2537 -0.0523 -0.0651
O -6.9112 -4.0181 8.0104 0.1044 0.0493 -0.273
O -3.4271 -9.6526 19.0938 -0.0173 -0.0704 -0.0468
O -0.6332 -0.1349 15.1662 0.0545 -0.0043 0.1915
O -1.7335 -1.3131 27.3959 -0.0614 0.0571 -0.0757
O -3.9251 -2.656 18.9148 0.0245 0.0159 -0.0442
O 6.1771 1.2777 24.2814 0.0485 0.0411 -0.0335
O 3.6563 2.553 8.763 -0.0363 -0.0673 -0.1884
O -0.0533 -4.6276 13.4883 -0.0156 -0.0704 0.0672
O 4.4942 -3.2793 18.5628 0 0.0283 0.0183
O 1.0858 1.8648 15.2816 -0.0053 -0.0133 0.1194
O 2.0465 -7.8569 25.2967 0.0136 -0.0119 0.0706
O 4.9637 -4.4138 16.1131 -0.0235 0.0205 0.1591
O 0.555 -1.3616 26.2094 0.0242 0.04 0.0572
O 0.9928 -8.7279 20.2862 -0.0391 0.023 -0.0533
O 0.5513 5.2877 11.1484 -0.0354 0.0597 -0.049
O 0.3075 -3.0524 15.524 0.1128 0.0143 0.2591
O 1.7248 -0.7964 15.8146 0.0408 -0.052 0.1296
O -4.4384 -2.6232 27.7738 0.0651 -0.0651 0.2381
O 1.9447 4.2608 15.7929 0.011 0.0636 0.2055
O 3.1537 -7.269 20.7121 -0.0779 -0.0924 -0.2459
O -1.6053 -4.0173 18.2323 0.0165 -0.0061 0.0259
O -2.8027 -2.1614 9.2501 -0.2516 0.2139 -0.5274
O 1.8506 -9.465 27.2943 0.0593 -0.1394 0.4053
O -3.9397 -5.2474 18.0311 -0.0132 0.0327 -0.0021
O -2.0004 -7.0846 29.0503 -0.0646 -0.0911 0.2737
O 5.0386 -0.5103 12.6672 -0.0502 0.0313 -0.024
O 0.6902 -5.4851 17.7411 -0.0255 0.0274 0.0469
O 4.7165 -1.1652 15.2174 -0.052 0.0834 0.2435
O -3.0894 -7.3076 20.3181 0.0104 -0.0538 -0.0891
O -4.0721 -9.2377 21.7449 0.0909 -0.0814 -0.1987
O 5.5941 -3.2414 21.0494 0.0295 0.1006 -0.2447
O 1.0501 -1.1959 11.0283 0.1479 -0.0801 -0.2146
O 8.1154 -1.9968 11.9922 0.0062 -0.01 -0.0606
O 2.3651 -4.2504 27.8493 -0.103 0.0063 0.1423
O 2.7324 -3.118 16.5743 0.0393 0.0046 0.0655
O -3.0082 -4.6478 20.3937 0.0369 0.0827 -0.1304
O 6.9955 -4.019 10.718 -0.0029 0.0637 -0.0348
O 4.358 -5.9681 27.491 0.0334 -0.1092 0.0514
O 0.361 -2.23 20.7259 0.0319 0.1131 -0.1613
O 4.5844 -4.8487 11.2084 0.037 -0.0357 -0.0028
O -4.1357 -4.6221 23.1334 -0.001 0.0162 -0.0374
O 2.5221 5.8398 12.8654 0.0167 -0.0148 -0.0038
O 3.0721 2.8905 13.7653 -0.0041 -0.0091 0.1229
O 2.3207 -1.0243 19.5774 0.045 -0.0025 -0.0148
O 2.7253 0.4911 9.9532 0.0555 0.097 0.0648
O 6.7606 4.2976 11.0816 -0.0246 -0.0125 -0.0363
O 0.7513 3.8714 13.4212 0.0351 -0.0208 0.1
O -0.0193 -4.7905 8.6949 0.0851 -0.0581 -0.0926
O -1.2679 -3.6997 10.7665 0.0756 0.0537 -0.0218
O 2.8885 -5.3073 25.4387 0.1605 0.1613 0.1596
O 7.8939 -0.6776 14.4147 0.0426 0.0251 0.1025
O 4.6117 -5.5032 21.9641 0.0086 0.047 -0.098
O 3.7478 -0.393 17.548 -0.0232 -0.0039 0.046
O 4.5225 -3.2378 23.3973 0.0739 -0.0723 -0.1048
O -3.8624 -7.2581 23.6116 0.0399 -0.0034 -0.059
O 4.9898 -0.987 19.7987 0.0316 0.0373 -0.0244
O 1.4764 0.549 24.7531 -0.0452 -0.0052 0.0911
O -0.8505 -6.0579 19.7682 0.0554 0.0288 -0.1032
O 2.6918 -1.8661 24.7759 -0.1045 -0.0208 0.0384
O 2.2021 -7.747 18.235 -0.0351 -0.0319 -0.0202
O 0.3985 -5.7534 24.7513 -0.0862 0.0951 0.0879
O -0.7744 -5.8832 27.1058 0.0407 -0.0536 0.2115
O 5.6648 -1.017 25.7414 0.038 -0.1618 0.1666
O 2.432 -6.4883 23.1219 0.0689 -0.0092 -0.0575
O 4.8877 3.8388 15.4285 0.0186 0.0221 0.1439
O 3.5177 -9.6238 19.6229 0.0326 -0.0534 -0.0326
O 4.8616 1.6017 11.0192 -0.1058 0.0693 -0.1987
O 7.7288 2.8441 8.996 0.0071 -0.1127 -0.2804
O 1.27 0.1566 13.3209 0.0361 -0.0207 0.1558
O -1.8145 4.8051 9.9584 0.0263 0.0323 -0.0941
O 4.6657 -8.0288 22.7877 0.0192 -0.0323 -0.061
O -1.7212 4.5055 17.1813 0.0312 -0.0131 0.0008
O -2.121 1.6959 13.8949 -0.0328 -0.0022 0.1545
O 4.4806 -3.4608 26.4124 0.0716 -0.0107 -0.0465
O 7.1301 5.1055 15.4827 0.0068 -0.0578 0.1393
O 6.332 -2.6318 13.793 0.0177 -0.0418 0.0354
O -1.5255 -9.3853 20.9473 0.0098 0.0052 -0.0396
O -5.1254 -8.0043 28.4303 -0.118 0.2538 0.3759
O -1.0187 0.2756 11.9239 0.0194 -0.0338 -0.0029

Results
free energy: -155243.424 eV
free energy less fixed offsets of O -568.88, Si -635.61 eV per atom: -1.024 eV

The program warned: the cutoff lies below the one the program advises for these potential files; the forces do not sum to zero within the program's tolerance; the exchange-correlation potential is rough where the density is thin.
